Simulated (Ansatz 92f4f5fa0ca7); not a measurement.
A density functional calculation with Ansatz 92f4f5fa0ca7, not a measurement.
Periodic cell of 208 atoms, Si128O80, from a study of silicon, its oxide and their interface. The atomic structure is a simulated model.
Doubt: the cutoff is far below the 930 eV that the study's wrapper takes by default for these files, so forces and energies are approximate.
This geometry differs little from another in the collection (a relaxation step or a small displacement).

Settings: functional PBE; potential files Ansatz PAW; basis plane waves; wave-function cutoff 580 eV; density cutoff ratio 5; exchange-correlation grid ratio 1; k mesh 1 x 1 x 1, Gamma-centred; self-consistency stop 5e-08 eV per atom in the density residual; occupations fixed; spin none; net charge 0.

Cell vectors (angstrom)
a 10.938 0 0
b 0 10.938 0
c 4.264 -0.7319 31.3776

Atoms: element, x, y, z (angstrom)
Si 5.3727 -1.8642 23.9312
Si 8.0553 0.8814 23.9852
Si 5.8887 3.1613 23.9077
Si 8.6197 -5.1238 23.8671
Si 0.3956 -2.3241 23.8887
Si 3.1756 0.3956 23.9251
Si 10.8702 3.5789 23.798
Si 2.6349 -4.5406 23.9528
Si 6.9415 -0.719 25.2796
Si 9.7259 2.0248 25.1904
Si 7.0394 -6.2168 25.2371
Si 9.7391 -3.4915 25.1864
Si 1.5465 -0.7375 25.2103
Si 4.2901 2.0087 25.2276
Si 12.429 4.7388 25.1825
Si 4.2316 -3.4322 25.2668
Si 5.611 0.6517 26.6424
Si 8.3832 3.3629 26.6182
Si 5.6359 -4.8327 26.5714
Si 8.367 -2.1087 26.5665
Si 11.098 0.6418 26.5571
Si 13.8227 3.3799 26.5591
Si 11.0916 6.0997 26.5987
Si 2.8819 -2.0794 26.6339
Si 4.264 -0.7319 27.9594
Si 6.9985 2.0026 27.9594
Si 4.264 -6.2009 27.9594
Si 6.9985 -3.4664 27.9594
Si 9.733 -0.7319 27.9594
Si 12.4675 2.0026 27.9594
Si 9.733 4.7371 27.9594
Si 12.4675 -3.4664 27.9594
Si 1.3673 -1.3673 3.418
Si 4.1018 1.3673 3.418
Si 1.3673 4.1018 3.418
Si 4.1018 -4.1018 3.418
Si 6.8362 -1.3673 3.418
Si -1.3673 1.3673 3.418
Si 6.8362 4.1018 3.418
Si -1.3673 -4.1018 3.418
Si 2.7097 0.0242 4.7682
Si 5.4973 2.7071 4.7321
Si 2.7216 5.4727 4.771
Si 5.4791 -2.7398 4.7826
Si -2.7245 0.0022 4.7974
Si -0.0139 2.7411 4.8374
Si 8.231 5.4586 4.8147
Si 0.0064 -2.7548 4.7485
Si 1.3206 1.3428 6.2037
Si 4.0909 4.0562 6.0395
Si 1.3566 -4.113 6.1467
Si 4.1216 -1.3333 6.093
Si -4.0554 1.4076 6.161
Si -1.3091 4.1315 6.2803
Si 6.8218 -4.1099 6.1658
Si -1.3444 -1.3898 6.1178
Si 0.2192 -0.3185 7.5149
Si 2.9765 2.5044 7.3995
Si -0.1531 -5.1843 7.6492
Si 2.5185 -2.4845 7.345
Si 5.2392 0.2771 7.3913
Si -2.9886 3.0401 7.5294
Si 5.6204 5.1889 7.374
Si -2.4643 -2.9809 7.4143
Si 5.6312 -2.0991 29.3266
Si 8.3657 0.6354 29.3266
Si 5.6312 -7.5681 29.3266
Si 8.3657 -4.8336 29.3266
Si 11.1002 -2.0991 29.3266
Si 13.8347 0.6354 29.3266
Si 11.1002 3.3699 29.3266
Si 2.8967 -4.8336 29.3266
Si 6.9985 -0.7319 30.6939
Si 9.733 2.0026 30.6939
Si 6.9985 -6.2009 30.6939
Si 9.733 -3.4664 30.6939
Si 12.4675 -0.7319 30.6939
Si 4.264 2.0026 30.6939
Si 1.5295 -6.2009 30.6939
Si 4.264 -3.4664 30.6939
Si 1.3673 1.3673 0.6835
Si 4.1018 4.1018 0.6835
Si 1.3673 -4.1018 0.6835
Si 4.1018 -1.3673 0.6835
Si 6.8362 1.3673 0.6835
Si -1.3673 4.1018 0.6835
Si 6.8362 -4.1018 0.6835
Si 9.5708 -1.3673 0.6835
Si 0 0 2.0507
Si 2.7345 2.7345 2.0507
Si 0 -5.469 2.0507
Si 2.7345 -2.7345 2.0507
Si 5.469 0 2.0507
Si 8.2035 2.7345 2.0507
Si 5.469 5.469 2.0507
Si 8.2035 -2.7345 2.0507
Si 2.6242 -3.7033 11.9432
Si 7.313 -3.9764 12.6899
Si 6.2617 3.2272 16.5055
Si 3.7722 0.9644 12.1902
Si 8.1399 2.2006 10.5589
Si 8.9249 -2.132 16.9482
Si 3.0358 -2.1677 19.0037
Si 1.466 -1.0297 12.4771
Si 8.7295 2.9989 17.9222
Si 2.1697 2.7895 10.3841
Si 4.0758 4.6157 21.749
Si 4.3176 -3.9443 9.479
Si 9.6693 -5.1301 17.4279
Si 0.6211 5.2965 10.7998
Si -1.9663 4.4021 12.459
Si 1.6027 -4.2129 17.3257
Si 11.7209 -1.953 15.4337
Si 6.7361 -1.8842 14.7217
Si 7.1964 -3.2886 21.7098
Si 5.9971 0.0338 10.4208
Si 5.318 0.7511 14.7782
Si 7.0546 -2.5437 10.1108
Si 3.1073 -0.3522 16.7678
Si 9.7805 0.2008 18.8872
Si 1.9114 2.2915 21.6749
Si 8.845 3.9913 15.3223
Si 9.3773 -1.0202 21.769
Si 4.4333 -5.4083 16.9196
Si 1.8077 0.4855 19.1103
Si -0.2114 0.6006 10.4799
Si 5.1367 -4.2675 19.6589
Si 4.7045 -3.9707 14.12
O 0.8408 -1.7235 13.817
O 1.4142 -1.3921 7.9068
O 1.5189 -3.443 23.3921
O 4.7998 -5.2964 8.7259
O 9.744 4.7095 23.3267
O -2.4306 2.5603 9.0035
O 2.5426 1.102 22.5855
O 6.9776 2.0099 23.4117
O 2.8212 0.8539 17.8608
O 4.7253 -4.9464 15.3993
O 9.0877 4.5646 18.3651
O 4.2778 -0.7326 23.4012
O 7.8685 -4.5301 22.527
O 0.2446 -0.5995 11.4824
O 5.7723 -4.4421 12.9733
O 2.4156 0.2692 12.7839
O -0.4824 0.0863 8.9499
O 3.4056 -5.1374 22.6351
O 11.3187 0.1987 18.3788
O 4.6035 -5.6379 20.3741
O 2.4032 -0.8891 19.8177
O 8.3456 -2.2024 21.3605
O 4.8838 3.9673 16.9434
O 6.9751 -1.1553 10.9574
O 9.0523 -3.6176 17.6701
O 6.569 -3.8435 20.3131
O 6.0228 -2.5896 22.6043
O 5.817 -0.2524 8.8266
O 4.5936 -0.0727 11.2314
O 1.5908 1.6597 20.2091
O 1.6878 -0.7811 16.0971
O 8.0175 -2.3043 8.8353
O 2.8464 -5.254 17.2186
O 12.3176 -3.4119 15.9077
O 4.0899 1.3704 7.8232
O 7.9863 3.4972 11.5326
O 9.4475 -5.5128 15.8437
O 4.1076 -3.0083 19.8908
O 3.2101 -3.9583 13.4556
O 8.9154 -0.8943 18.0309
O 3.728 -4.3338 10.9299
O 8.2787 -5.2075 13.0747
O 5.5756 -2.9388 9.5746
O -1.37 -4.1112 7.889
O -1.586 1.2388 11.0798
O 10.6775 -1.644 22.5359
O 6.6895 1.4776 10.6591
O 10.1635 -1.8783 15.9103
O 5.2215 -2.5225 14.6873
O 7.4987 -2.0664 16.1521
O -1.5554 3.5966 13.8317
O 5.305 3.901 22.5526
O 11.5187 2.8952 22.4273
O 6.7671 4.1307 7.901
O 0.9535 1.7226 10.4076
O 7.6385 -2.6479 13.5849
O 2.4373 -2.1035 11.7282
O 1.1517 -4.3295 11.6082
O 3.1244 -3.2004 8.6813
O 9.8429 -0.2545 20.4367
O 2.5135 3.1526 8.8336
O 3.7448 -1.6072 17.6256
O 7.0962 2.9057 17.8752
O 2.9646 3.4916 21.408
O 6.5067 -0.3043 14.3908
O 4.7145 1.4405 13.43
O 5.2837 -4.5719 18.0543
O 7.6012 -3.7022 11.1078
O 7.2025 4.102 15.4699
O 5.9491 1.8445 15.7577
O 3.4246 2.2449 11.2525
O 11.2593 -5.1058 17.7373
O 9.325 2.8228 16.3863
O 0.4216 -5.4779 9.1762
O 4.1084 0.0438 15.5849
O 9.2349 1.7514 18.8324
O -0.7543 4.817 11.486
O 8.6609 0.107 22.6823
O 1.8161 -3.1577 18.5556
O 1.7418 4.1689 11.096

Results
free energy: -126872.711 eV
free energy less fixed offsets of O -568.88, Si -635.61 eV per atom: -4.231 eV

Forces (eV/angstrom), in the order of the atoms: element, x, y, z
Si -0.0043 0.0041 0.0005
Si -0.0042 -0.0016 -0.0138
Si 0.0049 -0.0035 0.0012
Si 0.0026 -0.008 -0.0104
Si 0.0058 -0.0008 -0.0022
Si 0.0098 -0.0084 -0.0084
Si -0.0011 -0.0008 0.0097
Si -0.0049 0.0085 -0.0068
Si -0.0048 0.0025 0.0002
Si -0.0052 0.0118 0.0015
Si 0.0039 -0.0086 0.0051
Si 0.0084 -0.0035 0.0053
Si 0.0057 -0.0112 0.0076
Si 0.0071 -0.0019 0.0048
Si -0.0097 0.0052 0.0017
Si -0.0075 0.0101 0.0041
Si -0.0001 0.0014 -0.001
Si 0.0016 -0.002 -0.0045
Si -0.0016 0.0012 0.0033
Si -0.004 0.0035 0.0043
Si -0.0012 0.0011 0.0025
Si 0.0005 -0.0003 0.0028
Si 0.0023 -0.0026 -0.004
Si -0.0002 -0.0014 -0.0071
Si -0.1344 0.0924 0.4037
Si 0.1021 0.0269 0.2639
Si -0.0215 0.0052 -0.2211
Si 0.0298 -0.0259 -0.1347
Si 0.025 -0.0054 -0.2562
Si -0.0164 0.0124 -0.2268
Si 0.0199 0.0281 0.2232
Si -0.0901 -0.0588 0.153
Si 0.0553 -0.0269 -0.1882
Si -0.0653 -0.0943 -0.2899
Si -0.1772 -0.1133 0.1154
Si -0.0187 0.0458 -0.0245
Si 0.0644 0.0413 0.0518
Si 0.0223 0.1263 0.1664
Si 0.2901 0.0769 -0.0883
Si -0.1157 -0.1328 -0.1489
Si -0.0015 -0.0022 0.0065
Si 0.0035 0.0033 0.0165
Si 0.0033 0.0015 0.007
Si 0.0013 -0.0001 0.0005
Si -0.0005 0.0014 0.0077
Si -0.0014 -0.0031 -0.0002
Si 0.0045 -0.0096 0.0063
Si 0.0017 -0.0006 0.0114
Si 0.0051 -0.0054 -0.0001
Si 0.0054 -0.0077 -0.0056
Si -0.0105 0.0059 0.003
Si -0.0057 0.0069 0.0033
Si -0.0121 0.0034 -0.0023
Si -0.0073 0.0152 0.0114
Si -0.0004 -0.0041 -0.003
Si 0.006 -0.0055 -0.0058
Si -0.0037 0.0001 0.0069
Si -0.0005 0.0043 0.0063
Si 0.0053 -0.0067 -0.0129
Si -0.0066 -0.0036 -0.0015
Si 0.01 0.0063 -0.0006
Si 0.0009 0.0016 0.0001
Si 0.0026 -0.0133 0.0092
Si 0.009 0.0066 0.0165
Si -0.0083 0.0321 -0.0214
Si -0.0531 0.0227 -0.0131
Si 0.041 -0.0333 -0.0069
Si 0.0248 -0.0246 -0.0105
Si 0.0105 -0.0514 -0.0076
Si 0.0459 -0.0496 0.0094
Si -0.0136 0.0458 -0.015
Si -0.0258 0.0288 -0.0182
Si 0.0313 -0.0212 -0.0092
Si 0.0214 -0.0274 -0.0178
Si -0.01 0.0446 -0.0228
Si -0.0434 0.0252 -0.0244
Si -0.0232 0.0303 -0.0203
Si -0.0392 0.022 -0.0184
Si 0.0208 -0.037 -0.0083
Si 0.0172 -0.0091 -0.0163
Si 0.0004 0.0043 0.0137
Si -0.025 -0.0067 0.0132
Si 0.0172 -0.0134 0.0365
Si 0.0313 -0.0385 0.0139
Si 0.0026 -0.0083 0.0352
Si 0.0351 -0.0101 0.0189
Si -0.0208 0.0371 0.006
Si -0.0159 0.0125 0.0141
Si 0.0302 -0.0158 0.0194
Si 0.0437 -0.0098 0.0168
Si -0.0716 -0.0226 0.0008
Si 0.0172 0.0622 -0.0099
Si -0.0883 -0.0209 -0.0028
Si -0.0056 0.0409 -0.0082
Si 0.0381 0.0224 0.0216
Si 0.0164 -0.0267 0.0148
Si 0.0007 0.001 -0.0042
Si -0.0021 0 -0.0046
Si 0.0013 0.001 0.0032
Si 0.0014 0.0002 -0.0032
Si 0.0001 0.0016 -0.0071
Si 0.0019 -0.0017 0.0015
Si -0.0031 0.0013 -0.001
Si 0.0008 0.0001 -0.0039
Si -0.0014 0.0019 0.0008
Si 0.0025 -0.0028 -0.0057
Si -0.0018 0.0031 0.001
Si 0 0.0031 0
Si 0.0017 -0.0005 0.0023
Si -0.0014 -0.0008 -0.009
Si 0.0004 -0.0017 -0.0022
Si -0.0007 -0.0019 0.0011
Si 0 -0.0009 0.0038
Si 0.0003 0.0014 -0.0007
Si -0.0018 -0.0002 0.0006
Si -0.0036 -0.0003 -0.0073
Si 0.0005 -0.0006 0.0018
Si -0.0016 -0.0041 -0.0038
Si -0.0009 -0.0004 0.0015
Si -0.0046 0.0016 -0.0012
Si -0.0015 -0.0014 -0.0006
Si -0.0007 0.0009 0.0045
Si 0.0054 0.0104 0.0019
Si -0.0011 -0.0034 -0.002
Si 0.0021 -0.0009 -0.0004
Si 0.0013 0.0005 -0.0055
Si -0.0003 0.0014 -0.0002
Si 0.0026 0.0007 0.0002
O 0.0016 0.0011 0.001
O 0.0047 0.0008 -0.0002
O 0.0045 -0.0079 0.0049
O 0.0062 -0.0019 -0.0082
O -0.0032 0.0053 0.0024
O -0.0026 0.0032 -0.0084
O 0.0053 -0.0042 0.0116
O 0.005 -0.0046 0.0026
O -0.0007 0.0009 0.0029
O 0.0001 0.0013 0.0009
O 0.0004 -0.0003 -0.0001
O -0.0031 0.004 0.0031
O 0.0055 -0.0038 0.0117
O -0.0013 0.002 0.0045
O 0.0043 0 0.0033
O -0.0006 0.0001 0.0043
O 0.0042 -0.0036 -0.01
O -0.0051 0.0025 0.0119
O 0.0028 -0.0008 0.0028
O -0.002 -0.0039 0.0064
O 0.0006 0.0005 0.0024
O -0.0022 -0.0022 0.001
O 0 0.0014 0.0018
O 0.0004 -0.0008 0.005
O -0.0004 0.0007 0.0007
O 0.0021 0.001 0.0049
O -0.0039 0.0058 0.0103
O -0.0036 0.0012 -0.0052
O 0.0029 -0.0018 0.0043
O 0.0016 0.0028 0.005
O 0.001 0.0009 0.0012
O 0.0024 -0.007 -0.011
O -0.0003 0.0012 0.002
O 0.0009 -0.0001 0.0016
O -0.0003 -0.005 0
O 0.0004 -0.0024 0.004
O 0.001 -0.0006 0.0004
O 0.0019 -0.0007 0.0027
O -0.0016 -0.0005 0.0005
O 0.0007 0.0004 0.0017
O 0.0032 0.0026 -0.0016
O -0.0019 0.0048 0.0012
O -0.0012 -0.0028 0.0052
O -0.0077 0.0014 0.001
O 0.0006 -0.0003 0.0053
O -0.0018 0.0001 0.0019
O 0.0017 0.001 0.0057
O -0.0003 0.0002 0.0011
O -0.001 -0.0009 0.0015
O 0.0005 -0.0002 0.0006
O 0.0007 0.0002 -0.0006
O 0.002 -0.0043 0.0081
O -0.0032 0.0035 0.0048
O -0.0038 0.0079 0.0003
O -0.0004 0.0002 0.0065
O 0.0001 -0.002 0.0015
O 0.0007 -0.0026 0.0053
O 0.0016 -0.0011 0.0047
O 0.0018 0.0022 -0.0008
O -0.0053 -0.0079 0.0146
O 0.0029 -0.0024 -0.0108
O 0.0011 -0.0004 0.0027
O 0.0009 -0.0002 0.0005
O 0.0022 0.0023 0.0017
O 0.0005 -0.0004 0.0021
O -0.0018 0.0001 0.0003
O 0.0025 0.0018 0.0058
O -0.004 0.0033 0.0029
O 0.0026 0.0014 0.0005
O 0 -0.0007 -0.0006
O -0.0024 0.0023 0.0045
O 0.0004 0.001 0
O 0.0003 -0.0001 0.0012
O -0.0033 0.0025 -0.0034
O 0.0008 0.0005 0.0016
O 0.0019 -0.0025 0.0005
O 0.0039 0.0012 0.0052
O -0.0049 0.0058 0.0177
O 0.0019 0.0012 0.002
O 0.0009 -0.0004 0.0059

The program warned: the cutoff lies below the one the program advises for these potential files; the exchange-correlation potential is rough where the density is thin.
